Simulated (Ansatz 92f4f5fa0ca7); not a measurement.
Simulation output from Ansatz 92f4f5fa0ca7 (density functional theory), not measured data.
Periodic cell of 223 atoms, Si132O90B1, from a study of silicon, its oxide and their interface. The atomic structure is a simulated model.
Doubt: the cutoff is far below the 930 eV that the study's wrapper takes by default for these files, so forces and energies are approximate.
This geometry differs little from another in the collection (a relaxation step or a small displacement).

Settings
functional: PBE
potential files: Ansatz PAW
basis: plane waves
wave-function cutoff: 580 eV
density cutoff ratio: 5
exchange-correlation grid ratio: 1
k mesh: 1 x 1 x 1, Gamma-centred
self-consistency stop: 5e-08 eV per atom in the density residual
occupations: fixed
spin: none
net charge: -1 e, with a uniform compensating background and no finite-size correction

Cell vectors (angstrom)
a, 10.938, 0, 0
b, 0, 10.938, 0
c, 0, 0, 32.1988

Atoms and the computed forces on them: element, x, y, z (angstrom), force x, y, z (eV/angstrom)
Si, 10.5826, 0.2212, 24.8832, -0.0028, 0.003, 0.0132
Si, 5.7387, 10.6751, 24.7599, 0.0022, -0.0001, 0.0136
Si, 2.4808, 2.9106, 24.6549, -0.0017, 0.0019, 0.0149
Si, 8.4229, 2.4621, 24.8475, 0.0021, -0.0026, 0.0157
Si, 0.2766, 5.1617, 24.7725, 0.0024, -0.0014, 0.014
Si, 5.1522, 5.7465, 24.7022, -0.002, 0.0005, 0.0116
Si, 2.931, 8.0038, 24.6134, -0.0004, -0.0016, 0.0117
Si, 7.9377, 8.432, 24.7526, -0.0003, 0.002, 0.0136
Si, 1.3291, 1.3763, 26.0515, -0.0025, 0.003, -0.0008
Si, 6.8449, 1.3028, 26.1444, 0.0035, -0.0021, -0.0004
Si, 4.0445, 4.1004, 26.0055, -0.0009, 0.0009, -0.0019
Si, 9.6062, 4.0573, 26.1043, 0.0027, -0.003, -0.0008
Si, 1.3972, 6.8213, 26.0211, 0, -0.0007, -0.0017
Si, 6.7644, 6.8477, 26.0434, -0.0002, 0.001, -0.0021
Si, 4.0999, 9.5305, 26.0151, 0.001, -0.0004, -0.0022
Si, 9.462, 9.5655, 26.17, -0.0031, 0.0025, 0.0001
Si, 2.7233, -0.0145, 27.367, -0.0006, 0, -0.0044
Si, 8.1563, -0.0287, 27.5918, -0.0006, 0.0004, 0.0024
Si, 0.0073, 2.7093, 27.509, -0.0005, -0.0002, 0.0012
Si, 5.4361, 2.7362, 27.39, 0.0007, -0.0023, -0.0042
Si, 2.7263, 5.4582, 27.4556, -0.0007, -0.0002, -0.0001
Si, 8.1798, 5.4654, 27.3767, 0.0003, -0.0009, -0.0039
Si, -0.0111, 8.1745, 27.3971, 0, -0.0014, -0.0039
Si, 5.4355, 8.1928, 27.471, -0.0007, -0.0005, 0.0021
Si, 4.0745, 1.3562, 28.7703, 0.0018, 0.0019, 0.0046
Si, 9.5782, 1.3499, 28.8802, -0.0031, -0.0028, -0.0092
Si, 1.3614, 4.098, 28.843, 0.0012, -0.0032, -0.005
Si, 6.8251, 4.0948, 28.7672, -0.0011, -0.0014, 0.0045
Si, 4.0958, 6.8113, 28.8345, -0.0007, -0.0014, -0.0026
Si, 9.5479, 6.8171, 28.7753, 0.0009, 0.0029, 0.0038
Si, 1.3609, 9.5589, 28.7615, -0.0025, -0.0013, 0.0046
Si, 6.7767, 9.5335, 28.8954, 0.0082, 0.0018, -0.0091
Si, 0.0207, -0.0334, 30.1995, 0.0036, 0.001, 0.0005
Si, 5.4162, 0.0032, 30.2003, -0.0042, 0.0025, 0.0002
Si, 2.7324, 2.7145, 30.1857, -0.0019, -0.0027, 0
Si, 8.1871, 2.7446, 30.1787, 0.0003, 0.0017, -0.0009
Si, -0.0313, 5.4608, 30.1728, -0.0034, 0.0008, -0.0005
Si, 5.4799, 5.4464, 30.1849, 0.0029, 0.001, 0.0004
Si, 2.7166, 8.2038, 30.1592, 0.0004, 0.0025, -0.0013
Si, 8.1982, 8.1641, 30.2001, -0.0011, -0.0033, 0.0011
Si, 1.381, 1.3424, 31.5776, 0.0005, 0, 0.0016
Si, 6.8195, 1.3702, 31.5346, 0.0001, -0.0003, -0.0025
Si, 4.11, 4.0779, 31.5506, 0.0004, -0.0008, -0.0012
Si, 9.5558, 4.0985, 31.5643, 0.001, -0.0009, 0.0033
Si, 1.3446, 6.8396, 31.5134, -0.001, -0.0001, -0.0008
Si, 6.8443, 6.7955, 31.5852, 0.0007, -0.0001, 0.002
Si, 4.063, 9.5603, 31.5687, 0.0005, -0.0013, 0.004
Si, 9.5686, 9.5477, 31.5561, 0.0005, -0.0002, -0.003
Si, 2.7347, -0.0163, 0.786, -0.0044, 0.0025, -0.0005
Si, 8.1869, 0.0001, 0.6994, 0.0002, 0.0014, 0.0021
Si, -0.0129, 2.7153, 0.7254, 0.0011, -0.0055, -0.0025
Si, 5.4765, 2.7181, 0.7363, -0.0017, 0.0012, 0.0021
Si, 2.7244, 5.4813, 0.6733, 0.0003, -0.0003, -0.0008
Si, 8.2072, 5.435, 0.7845, -0.0029, 0.0025, 0.0003
Si, 0.0022, 8.1796, 0.7195, -0.0004, -0.0006, 0.0028
Si, 5.4638, 8.1971, 0.7217, 0.0033, -0.0018, -0.0029
Si, 4.1557, 1.3449, 2.1349, -0.0004, -0.0079, -0.0004
Si, 9.5466, 1.345, 2.0955, 0.0044, 0.0112, -0.0001
Si, 1.375, 4.1182, 2.0446, -0.0079, 0.0005, -0.0013
Si, 6.8452, 4.0366, 2.1474, 0.0079, 0.0003, 0.0013
Si, 4.0941, 6.8147, 2.0751, 0.0012, 0.0046, 0.0013
Si, 9.5784, 6.8473, 2.1153, -0.002, -0.0068, -0.0024
Si, 1.3418, 9.5348, 2.1195, 0.0097, 0.0012, 0.001
Si, 6.8192, 9.5915, 2.0843, -0.0117, -0.0017, -0.0046
Si, -0.0696, -0.0586, 3.46, 0.0043, 0.0006, -0.0093
Si, 5.5408, 0.0119, 3.5661, -0.0011, 0.008, -0.0068
Si, 2.7729, 2.7776, 3.3924, -0.0016, -0.0028, 0.004
Si, 8.1657, 2.6216, 3.5527, -0.0044, 0.0004, -0.0044
Si, 0.0193, 5.4589, 3.4518, -0.0016, 0.0019, -0.0016
Si, 5.4677, 5.4504, 3.4453, 0.0003, 0.0022, -0.0071
Si, 2.7625, 8.1949, 3.4713, -0.0065, -0.0048, -0.0061
Si, 8.2137, 8.2686, 3.4375, 0.0106, -0.0056, -0.0095
Si, 1.3613, 1.3891, 4.6366, 0.0033, 0.0108, -0.0024
Si, 7.0041, 1.1541, 5.1148, 0.0163, -0.0157, 0.0286
Si, 4.1671, 4.0475, 4.8483, 0.0025, -0.0034, 0.0121
Si, 9.5654, 4.0715, 4.7767, 0, 0.0085, -0.008
Si, 1.4069, 6.8141, 4.8244, 0.0048, 0.0016, 0.0096
Si, 6.8116, 6.9051, 4.7334, -0.0175, -0.0036, -0.0042
Si, 4.1263, 9.5677, 4.8665, -0.0022, 0.0052, -0.0058
Si, 9.4047, 9.6706, 4.9437, -0.0299, 0.0255, 0.0658
Si, 2.7109, 0.1003, 6.0658, 0.0032, 0.0044, 0.0011
B, 8.2275, -0.1094, 6.2864, 0.0204, 0.0035, -0.0507
Si, -0.0562, 2.6024, 6.0573, 0.0048, -0.0065, 0.0043
Si, 5.5185, 2.6511, 6.3244, -0.0016, 0.0004, -0.0173
Si, 2.7995, 5.4565, 6.2069, -0.0072, 0.0014, -0.0195
Si, 8.1592, 5.4923, 6.0388, -0.0004, -0.0089, 0.0057
Si, -0.0266, 8.1928, 6.1027, -0.001, -0.0074, -0.0249
Si, 5.5742, 8.2793, 6.2494, 0.0075, -0.0085, 0.0079
Si, 3.8, 1.567, 7.6069, -0.0044, 0.0034, -0.0128
Si, 9.6239, 0.9609, 7.2951, 0.0156, -0.0283, 0.01
Si, 1.5578, 3.7625, 7.307, 0.0079, -0.0013, 0.0107
Si, 6.6402, 4.4153, 7.4708, -0.0043, 0.0056, -0.0146
Si, 4.4275, 6.6626, 7.5275, 0.0033, -0.0039, 0.0053
Si, 9.3546, 6.9847, 7.3859, -0.0097, 0.028, 0.053
Si, 1.0763, 9.8994, 7.2665, -0.0067, 0.0007, 0.017
Si, 7.3069, 9.4185, 7.5279, 0.0315, -0.0289, 0.0333
O, 8.3387, 8.1676, 7.8658, -0.0151, -0.0209, -0.0521
O, 2.6847, 2.739, 7.9515, -0.0156, -0.0096, 0.0101
O, 9.5166, 1.3469, 24.2839, 0.0002, -0.0007, -0.01
O, 4.0461, 6.8599, 24.1306, 0.0007, 0.0005, -0.0046
O, -0.0894, -0.0323, 7.8752, 0.0135, 0.0041, -0.0107
O, 5.5129, 5.5078, 8.0326, 0.0113, 0.0117, 0.0053
O, 6.848, 9.5643, 24.2086, -0.0012, -0.0003, -0.0067
O, 1.3683, 4.0527, 24.177, -0.0006, 0.0013, -0.008
O, 3.8728, 7.4431, 8.9044, -0.0233, 0.0095, 0.0074
O, 0.7344, 4.3486, 8.5985, -0.0095, 0.0428, 0.0139
O, 9.8045, 6.2387, 8.8054, 0.0206, -0.0022, 0.0022
O, 2.0158, 9.3868, 8.5177, -0.0002, -0.0225, 0.0155
O, 7.5418, 3.9558, 8.783, 0.0005, -0.0004, 0.0065
O, 4.1802, 0.9141, 9.0963, 0.0023, -0.0006, 0.0133
O, 6.8367, 9.693, 9.1289, 0.0007, -0.0009, 0.0091
O, 9.0684, 1.7412, 8.6619, -0.0038, 0.0017, 0.0018
O, 7.7119, 3.1482, 23.5327, -0.0057, 0.0051, -0.0124
O, 10.5054, 5.8403, 23.4556, -0.0047, 0.0043, -0.0115
O, 5.0986, 0.4341, 23.4138, -0.0037, 0.0039, -0.0118
O, 5.8647, 5.0925, 23.3647, 0.0029, -0.0037, -0.0097
O, 3.1093, 2.2057, 23.2821, 0.0053, -0.0045, -0.0112
O, 2.29, 8.7215, 23.2415, -0.0039, 0.0034, -0.0104
O, 8.6199, 7.7479, 23.4096, 0.0048, -0.0038, -0.0108
O, 0.2211, 10.341, 23.5942, 0.0036, -0.0047, -0.0098
Si, 4.399, 1.5697, 22.4836, -0.0011, 0.0003, 0.0151
Si, 3.5136, 7.948, 13.9827, 0.0001, 0.0007, -0.0077
Si, 7.1361, 0.9778, 14.6283, -0.0004, 0.0001, -0.006
Si, 0.9389, 9.3575, 22.537, 0.0004, -0.0007, 0.0147
Si, 1.1759, 4.332, 11.8611, -0.0013, 0.004, -0.0085
Si, 6.2734, 8.9775, 15.2921, -0.0001, -0.0003, -0.0037
Si, 0.7067, 1.3757, 12.2686, -0.0003, -0.0009, -0.007
Si, 8.6323, 4.9562, 20.5117, -0.0015, 0.0022, 0.0084
Si, 0.301, 5.7127, 9.3445, -0.0063, -0.0182, -0.0343
Si, 5.1074, 3.1189, 17.9233, -0.0012, -0.0001, 0.0009
Si, 0.875, 3.7392, 16.7011, -0.0012, -0.0001, -0.0007
Si, 10.4083, 2.8479, 19.2044, -0.0005, 0.0009, 0.005
Si, 5.2285, 1.1929, 10.3317, -0.0003, -0.0078, -0.0133
Si, 0.8924, 0.1762, 19.8503, 0.0022, -0.0019, 0.0079
Si, 6.687, 9.4982, 10.7469, 0.0015, 0.0032, -0.0173
Si, 9.3546, 9.6818, 18.3034, 0.0009, 0.001, 0.0019
Si, 9.4066, 9.2728, 12.5327, -0.0051, 0.0011, -0.0138
Si, 6.5792, 3.8451, 22.5996, 0.0008, -0.001, 0.0137
Si, 2.4319, 8.0721, 9.3535, 0.0006, 0.0019, -0.0326
Si, 10.6073, 7.3755, 17.0455, -0.0005, 0.001, -0.0001
Si, 2.5248, 6.2926, 16.5209, -0.0003, 0.001, -0.0025
Si, 10.1654, 4.4908, 14.1473, 0, 0.0006, -0.005
Si, 6.1482, 9.1887, 18.4928, -0.0008, 0.0015, 0.0006
Si, 7.9385, 2.5466, 9.4928, -0.0027, 0.0009, -0.0136
Si, 8.8983, 2.1324, 12.3846, -0.0008, 0.0011, -0.0084
Si, 5.349, 6.2461, 18.0358, 0.0002, -0.0004, 0.0013
Si, 3.9372, 0.5613, 19.4728, -0.0012, 0.0013, 0.0084
Si, 4.2688, 3.8658, 12.0298, 0.0001, -0.002, -0.0095
Si, 5.5735, 6.6421, 12.0444, 0.0015, 0.0048, -0.01
Si, 8.0205, 2.5032, 17.1987, 0.0002, -0.0002, 0.0004
Si, 4.3682, 2.4995, 14.9357, 0, 0.0011, -0.0048
Si, 1.5602, 1.2115, 15.2275, -0.0002, 0.001, -0.004
Si, 1.5936, 9.4269, 12.012, -0.0013, -0.0023, -0.0089
Si, 8.0646, 6.871, 13.823, 0.0002, 0.0004, -0.0065
Si, 10.3882, 9.8484, 15.4564, -0.0012, 0.0008, -0.0049
Si, 9.81, 7.0103, 22.5712, -0.0003, 0.0001, 0.0131
Si, 8.1273, 5.4933, 17.4075, 0.0003, -0.0003, 0.003
O, 6.0879, 7.9765, 11.1666, -0.0026, -0.0048, 0.0053
O, 6.0355, 9.2112, 16.8767, -0.0001, 0.0002, 0.0016
O, 7.7104, 1.3588, 13.1607, -0.0017, -0.0006, 0.0053
O, 0.9093, 1.7517, 13.8452, 0.0011, 0.0002, 0.0042
O, 9.456, 6.2467, 16.8743, 0.0004, 0.0006, -0.0006
O, 6.7893, 6.2478, 13.0519, 0.0022, -0.0006, 0.0046
O, 5.1493, 4.661, 18.584, -0.0003, 0.0007, -0.0013
O, 9.2314, 2.1507, 18.2599, -0.0003, 0.0001, -0.0014
O, 2.3797, 0.0975, 19.0917, -0.0003, 0.0002, -0.0031
O, 9.428, 10.2434, 16.7473, -0.0006, 0.0001, 0.0007
O, 2.7839, 4.4817, 11.7057, 0, -0.0001, 0.004
O, 5.0797, 10.3274, 19.0945, 0.0012, -0.001, -0.0021
O, 9.4216, 3.262, 13.4112, 0.0007, 0.002, 0.0024
O, 0.4623, 1.7681, 19.9407, -0.0009, 0.0005, -0.0023
O, 3.1767, 1.3613, 15.0337, -0.0001, 0.0001, 0.0009
O, 8.1713, 5.3982, 19.0248, -0.0006, 0.0004, -0.0038
O, 3.9066, 6.5815, 17.3442, 0.0009, 0.0003, 0.0002
O, 4.5685, 3.279, 16.3745, 0.0005, 0.0006, 0.0017
O, 9.0513, 5.6693, 14.2939, 0.0002, -0.0007, 0.0012
O, 5.4592, 2.759, 22.1432, -0.0002, -0.0002, -0.0045
O, 10.6481, 4.1091, 15.6459, 0.0013, -0.0003, 0.0031
O, 0.3414, 3.8617, 18.2429, 0.0002, 0.0002, -0.0012
O, 10.4364, 10.5136, 19.2094, -0.0017, -0.0001, -0.0024
O, 9.6465, 10.0475, 14.0056, 0.0015, 0.0012, 0.0062
O, 10.9026, 8.1234, 22.1005, 0.0005, 0.0004, -0.0047
O, 1.2151, 2.1604, 16.5027, -0.0003, 0.0011, 0.0006
O, 9.7424, 3.7578, 20.3896, 0.001, -0.0012, -0.0034
O, 8.1388, 4.0393, 16.6882, -0.0005, -0.0001, -0.001
O, -0.0203, 9.1327, 11.8866, 0.0004, 0.001, 0.0036
O, 6.5879, 2.4046, 17.9794, 0.0002, 0.0005, -0.0009
O, 5.6, 10.7222, 11.1487, 0.0001, -0.0009, 0.0039
O, 7.7635, 9.5877, 18.8227, -0.0003, 0.0003, -0.001
O, 10.063, 1.0145, 12.0375, 0, 0.0007, 0.0026
O, 1.3616, 6.8985, 9.0702, 0.0017, 0.0059, 0.0041
O, 0.6264, 4.7801, 13.3414, -0.0011, -0.0004, 0.0034
O, 5.7005, 7.6275, 18.9547, -0.0001, 0.0002, -0.0009
O, 5.2371, 5.103, 11.4883, 0, -0.0005, 0.0032
O, 2.7469, 6.9741, 15.0582, -0.0012, -0.0016, 0.0036
O, 0.9351, 2.7596, 11.4549, -0.0006, -0.0022, 0.0044
O, 0.8761, 10.6863, 15.527, -0.0003, -0.0007, 0.0013
O, 2.4193, 8.5806, 10.8988, -0.002, 0.0032, 0.0066
O, 4.6522, 2.431, 11.2916, -0.0017, 0.0066, 0.0056
O, 4.2447, 3.5501, 13.6719, -0.0001, -0.0013, 0.005
O, 2.1815, 4.69, 16.4333, 0.0001, 0.0005, 0
O, 10.6994, 8.2567, 15.6665, 0.0001, -0.0003, 0.0011
O, 6.9274, 10.3136, 14.6584, -0.0003, -0.0002, 0.0014
O, 2.3554, 8.971, 13.4061, 0.0021, -0.001, 0.0034
O, 8.0505, 1.5381, 15.8781, 0.0007, 0.0012, 0.0021
O, 4.1764, 7.0602, 12.7917, -0.003, 0.0013, 0.0046
O, 4.1885, 2.0145, 18.7251, 0.0006, 0.001, -0.0024
O, 7.3054, 4.4091, 21.267, 0.0027, 0.0015, -0.0066
O, 8.4395, 2.8616, 11.0162, 0.0024, 0.0004, 0.0129
O, 1.2051, 6.8859, 17.3102, -0.0003, -0.0001, -0.0001
O, 5.6832, 1.6261, 14.7186, -0.0003, 0.0007, 0.0016
O, 8.1514, 9.766, 11.55, 0.0058, 0.0003, 0.0058
O, 9.2129, 6.2833, 21.2474, -0.0019, -0.0029, -0.0064
O, 9.005, 7.7375, 12.8485, -0.0016, -0.002, 0.0039
O, 1.6902, 0.1346, 11.859, -0.0003, 0.0021, 0.0027
O, 6.6676, 6.1625, 17.049, -0.001, 0.0004, -0.0006
O, 7.3949, 7.8095, 15.0025, -0.0013, 0.0021, 0.0027
O, 1.2071, 10.2971, 21.2325, -0.0001, 0.0038, -0.0083
O, 10.053, 8.2057, 18.3279, -0.0004, 0.0002, -0.0008
O, 3.9704, 0.8513, 21.0858, -0.0012, -0.0024, -0.0091
O, 0.3062, 5.338, 10.9222, 0.0017, -0.0041, -0.0002
O, 6.5944, 1.6563, 9.5974, -0.001, 0.0028, 0.0042
O, 4.7789, 8.7262, 14.6755, 0.0017, 0.0011, 0.0019

Results
free energy: -135250.732 eV
free energy less fixed offsets of B -154.04, O -568.88, Si -635.61 eV per atom: 3.028 eV

The program warned: the cutoff lies below the one the program advises for these potential files; the forces do not sum to zero within the program's tolerance; the exchange-correlation potential is rough where the density is thin.
